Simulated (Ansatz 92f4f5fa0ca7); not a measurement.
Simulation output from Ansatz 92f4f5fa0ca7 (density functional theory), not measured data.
Periodic cell of 219 atoms, Si133O78N8, from a study of silicon, its oxide and their interface. The atomic structure is a simulated model.
Doubt: the cutoff is far below the 930 eV that the study's wrapper takes by default for these files, so forces and energies are approximate.
This geometry differs little from another in the collection (a relaxation step or a small displacement).

Settings
functional: PBE
potential files: Ansatz PAW
basis: plane waves
wave-function cutoff: 580 eV
density cutoff ratio: 5
exchange-correlation grid ratio: 1
k mesh: 1 x 1 x 1, Gamma-centred
self-consistency stop: 5e-08 eV per atom in the density residual
occupations: fixed
spin: none
net charge: 0

Cell vectors (angstrom)
a  10.938  0  0
b  0  10.938  0
c  0  0  31.3683

Atoms and the computed forces on them: element, x, y, z (angstrom), force x, y, z (eV/angstrom)
Si  -0.1232  0.4234  24.0547  0.0006  0.0113  -0.0186
Si  5.7567  -0.3657  24.0237  0.019  -0.0046  -0.0321
Si  2.6424  2.9058  24.1685  -0.0001  -0.0013  -0.024
Si  8.3509  2.4328  23.8567  0.0086  0.0017  -0.0212
Si  0.2519  4.9814  23.7012  0.0081  -0.0058  -0.0124
Si  5.22  5.7107  23.7706  -0.0025  0.0046  -0.0247
Si  2.9451  8.0845  23.6767  -0.0001  -0.0084  -0.011
Si  8.0097  8.3823  23.862  0.0082  0.0015  -0.0189
Si  1.3756  1.4489  25.4854  0.0055  -0.0042  0.0018
Si  6.9043  1.2448  25.2941  -0.0082  -0.0005  0.0131
Si  4.1588  4.2264  25.299  -0.0023  -0.0107  0.0098
Si  9.5147  4.0737  25.1405  0.001  -0.0067  -0.0001
Si  1.3473  6.7937  24.9455  -0.0022  -0.0031  -0.0046
Si  6.8738  6.7765  25.16  0.0078  -0.0104  0.0102
Si  4.0168  9.5489  25.2177  -0.0031  -0.006  0.0054
Si  9.5893  9.6191  25.1412  -0.0035  -0.0044  0.003
Si  2.7444  -0.022  26.6431  -0.0079  0.0082  0.0047
Si  8.2763  -0.0411  26.6467  0.0001  -0.0001  -0.0113
Si  -0.072  2.8154  26.6578  -0.0019  0.0049  -0.0005
Si  5.5063  2.7217  26.5672  0.0018  0.0028  -0.0074
Si  2.6787  5.5269  26.5652  -0.0025  -0.0009  -0.0071
Si  8.2108  5.4513  26.5609  -0.0015  0.0047  -0.004
Si  0.022  8.1751  26.4627  -0.0002  0.0012  -0.0052
Si  5.4742  8.1762  26.5493  -0.0006  0.0042  -0.0092
Si  4.1018  1.3673  27.95  0.1986  0.1367  0.0358
Si  9.5708  1.3673  27.95  0.0924  0.0935  0.619
Si  1.3673  4.1018  27.95  -0.1324  0.5185  0.2645
Si  6.8362  4.1018  27.95  0.2436  -0.1796  -0.0406
Si  4.1018  6.8362  27.95  -0.1417  0.1715  -0.0682
Si  9.5708  6.8362  27.95  0.1945  0.0183  -0.5033
Si  1.3673  9.5708  27.95  -0.2015  -0.4451  -0.1284
Si  6.8362  9.5708  27.95  -0.0606  -0.2598  -0.0066
Si  0  0  29.3173  -0.0183  0.0553  -0.0057
Si  5.469  0  29.3173  0.0442  0.0942  -0.0082
Si  2.7345  2.7345  29.3173  0.0482  -0.0257  -0.0527
Si  8.2035  2.7345  29.3173  -0.0718  -0.0288  0.0528
Si  0  5.469  29.3173  0.1241  0.0522  0.0553
Si  5.469  5.469  29.3173  -0.0629  -0.0842  -0.0645
Si  2.7345  8.2035  29.3173  -0.0055  -0.0199  0.013
Si  8.2035  8.2035  29.3173  -0.038  0.0141  -0.0363
Si  1.3673  1.3673  30.6845  0.0057  -0.0377  -0.0247
Si  6.8362  1.3673  30.6845  0.0527  -0.0191  -0.0045
Si  4.1018  4.1018  30.6845  -0.0482  -0.0006  -0.0156
Si  9.5708  4.1018  30.6845  -0.008  -0.0393  -0.0209
Si  1.3673  6.8362  30.6845  -0.0054  -0.0049  0.0031
Si  6.8362  6.8362  30.6845  0.0472  0.0104  -0.0277
Si  4.1018  9.5708  30.6845  -0.0394  0.011  -0.0271
Si  9.5708  9.5708  30.6845  -0.011  0.0448  -0.0121
Si  2.7345  0  0.6835  0.0295  0.086  0.0232
Si  8.2035  0  0.6835  -0.0483  0.0412  0.0192
Si  0  2.7345  0.6835  0.0184  -0.0306  0.0002
Si  5.469  2.7345  0.6835  -0.0007  -0.0088  0.0192
Si  2.7345  5.469  0.6835  0.0029  -0.0009  0.0219
Si  8.2035  5.469  0.6835  -0.0346  -0.0284  0.0309
Si  0  8.2035  0.6835  0.0001  -0.0056  -0.0001
Si  5.469  8.2035  0.6835  0.0129  -0.0256  0.0006
Si  4.1018  1.3673  2.0507  -0.0948  -0.12  0.0783
Si  9.5708  1.3673  2.0507  0.0166  0.0625  -0.0778
Si  1.3673  4.1018  2.0507  -0.0178  -0.0771  -0.0272
Si  6.8362  4.1018  2.0507  0.0045  -0.082  0.0545
Si  4.1018  6.8362  2.0507  0.0105  0.0431  -0.054
Si  9.5708  6.8362  2.0507  0.1007  0.1086  0.0625
Si  1.3673  9.5708  2.0507  -0.0693  -0.0507  0.1087
Si  6.8362  9.5708  2.0507  0.0205  0.0174  -0.0622
Si  0  0  3.418  -0.3493  0.0645  0.2339
Si  5.469  0  3.418  -0.2687  -0.517  -0.2929
Si  2.7345  2.7345  3.418  -0.4292  0.0953  0.1196
Si  8.2035  2.7345  3.418  0.5287  0.197  -0.6814
Si  0  5.469  3.418  0.3665  0.1078  0.3031
Si  5.469  5.469  3.418  -0.245  0.2614  0.3146
Si  2.7345  8.2035  3.418  0.1575  -0.5291  0.0133
Si  8.2035  8.2035  3.418  0.0613  0.3347  0.0361
Si  1.2962  1.3966  4.8058  -0.0005  0.0011  -0.0046
Si  6.8725  1.3447  4.6459  0.0006  0.0033  0.0036
Si  4.0199  4.1414  4.7989  0.0024  0.005  0.0044
Si  9.546  4.1313  4.7711  0.0026  0.0029  0.0039
Si  1.4676  6.7753  4.8738  0.0002  -0.0014  0.0058
Si  6.8397  6.8896  4.7889  -0.0011  -0.0014  0.0039
Si  4.1182  9.4853  4.797  0.0011  0.0052  0.0003
Si  9.5494  9.5764  4.8481  0.0048  -0.0035  0.0039
Si  2.6819  -0.0632  6.0363  0.0072  0.0111  -0.008
Si  8.0505  0.041  6.1624  0.0037  -0.0023  -0.0134
Si  -0.1408  2.7471  6.2195  -0.0011  -0.0067  -0.0091
Si  5.5381  2.7498  5.8715  -0.0062  -0.0017  -0.0149
Si  2.7368  5.3365  6.4897  -0.0085  -0.0083  0.0003
Si  8.2133  5.5455  6.1283  -0.0036  -0.0105  -0.0065
Si  0.0657  8.1779  6.1592  -0.002  0.0015  -0.0035
Si  5.4707  8.1206  6.2862  -0.0041  -0.0084  -0.0113
Si  4.2942  1.2256  7.0674  -0.0109  -0.0045  0.0122
Si  8.954  1.8243  7.4266  -0.0089  0.0121  0.0258
Si  0.9431  4.1278  7.817  -0.0079  0.0213  0.0047
Si  6.7762  4.1281  7.3137  0.0123  -0.0023  0.0086
Si  4.5734  6.3802  7.7514  0.0128  -0.0072  0.0196
Si  9.8704  6.592  7.4839  0.0082  0.0131  0.017
Si  1.3792  9.5986  7.5376  -0.0059  -0.007  0.0122
Si  6.4618  9.8877  7.5649  0.003  0.0058  0.0391
N  5.7114  5.1229  8.4033  -0.0009  0.0162  -0.0154
O  2.2001  -2.3016  8.5912  -0.0022  0  -0.0063
O  1.534  3.9708  23.6211  -0.0034  0.0033  0.0058
N  6.5279  9.1778  23.2659  -0.0143  0.0144  0.0046
N  0.8467  10.4973  20.3235  0.0086  -0.0048  0.008
O  -1.3151  1.4282  23.4944  -0.0007  0.002  0.0057
N  5.1803  0.085  8.115  0.0143  -0.0088  -0.0223
O  -0.1119  5.3897  8.1612  0.0089  -0.0092  -0.0071
O  9.2803  7.5183  8.7014  -0.0027  0.0036  -0.0036
O  0.575  10.6977  8.4664  0.004  -0.004  -0.0046
O  4.1788  7.0972  9.2132  0.0003  -0.004  -0.0099
N  1.2952  3.1206  9.3044  0.0011  0.0057  -0.016
O  3.4832  2.4717  7.8441  0.0044  -0.0045  -0.004
O  7.8916  3.022  7.911  0.0064  -0.0035  -0.0126
O  7.2679  9.2798  8.8935  -0.0128  0.0075  -0.0187
N  15.2872  7.1449  23.1025  -0.0091  -0.0056  0.0004
O  5.6718  4.6943  22.542  -0.0044  0.0087  0.0063
O  7.6498  2.9534  22.4441  0.0046  -0.0038  0.005
O  13.2343  -2.0081  22.3633  0.0038  -0.0069  0.004
O  8.864  7.8253  22.5145  -0.003  0.0023  0.0092
O  3.2677  2.2374  22.8164  0.0005  -0.0026  0.0038
Si  8.5661  8.6251  9.6515  -0.0002  -0.0111  -0.0031
Si  2.6261  7.054  12.576  0.0013  0.0015  0.0026
Si  11.4691  3.3007  15.859  -0.0007  -0.0014  0.0001
Si  1.8984  -0.5283  21.7074  -0.0036  0.0056  -0.0083
Si  4.6815  11.0575  9.7875  0.001  -0.0011  0.0053
Si  12.3363  8.6451  15.0885  -0.0011  0  0.0003
Si  12.2815  -1.3328  18.9251  -0.0046  -0.0008  -0.0034
Si  8.036  -3.3534  21.1104  0.0015  -0.0007  -0.0013
Si  6.1628  0.4468  18.0689  0.0024  0.0014  -0.0053
Si  2.9981  2.7063  9.3775  0.0063  -0.0043  0.0049
Si  16.1259  4.512  9.9713  0.0023  0.0047  0.0038
Si  10.18  0.0915  17.7036  -0.0022  -0.0008  -0.003
Si  10.6478  -10.033  20.3281  -0.0058  0.0025  -0.0036
Si  10.9581  14.807  20.8037  0.0057  -0.0025  0.0017
Si  16.4561  -2.8049  22.2358  0.0107  0.0021  0.0141
Si  -1.6697  7.9104  14.8279  -0.0007  0.001  -0.0011
Si  12.2021  6.9656  17.6615  -0.0004  -0.0004  -0.001
Si  13.0376  4.3074  18.5075  -0.0006  -0.001  -0.0017
Si  -2.5484  4.9782  19.5219  -0.0008  0.0009  -0.0026
Si  7.182  13.0979  13.8699  -0.0005  -0.0012  0.001
Si  14.9559  2.4931  17.3304  -0.0019  0.0004  -0.0016
Si  8.4102  10.3673  19.7771  0.0029  0.003  -0.001
Si  3.2088  8.2784  9.8166  0.0006  0.0021  0.0033
Si  7.9618  -0.294  15.6461  0.0002  -0.0024  -0.0015
Si  5.4247  6.11  12.8158  0.0004  0.0019  0.0065
Si  12.6604  11.403  16.278  -0.0002  -0.0021  -0.0018
Si  4.8222  3.7383  14.7161  0.0018  0.0011  0
Si  8.2108  -4.1245  12.2345  0.003  0.0009  -0.0009
Si  17.3584  3.6202  21.5601  0.0028  0.0016  0.0023
Si  20.4561  -5.5088  16.7341  0.0016  0.0012  -0.0032
Si  10.4148  0.1914  9.5922  -0.0024  0.0002  -0.0017
Si  15.0528  9.9927  20.025  0.0019  -0.003  -0.0107
Si  4.3309  1.4468  21.8942  -0.0027  0.0092  0.0091
Si  19.7654  14.5897  11.9291  -0.0072  0.0022  0.003
Si  11.541  2.6668  10.8504  -0.0097  0.0028  0.0119
Si  6.5747  12.9169  11.0181  0.0012  -0.0017  0.007
Si  13.1338  3.8952  13.1995  0.002  0.0024  0.0054
O  3.5161  1.283  10.0822  -0.0018  0.004  0.0006
O  10.8534  17.0434  17.3673  -0.0018  -0.0015  -0.0027
O  19.0546  -8.4149  10.9635  -0.0011  -0.0021  -0.004
O  11.1002  2.2565  21.1278  -0.0001  0  -0.0004
O  8.6783  6.4761  20.1327  0.0002  0.0002  -0.0032
O  9.6447  4.0228  19.8721  -0.0016  -0.0025  -0.0048
O  18.6103  11.6351  14.3787  -0.0006  0.0007  -0.0023
O  4.1541  3.6749  16.1998  -0.0002  -0.0007  -0.0008
O  16.2293  16.1269  14.1569  0.0003  0.002  -0.0055
O  -1.5383  -1.084  18.5593  -0.0014  -0.0018  -0.002
O  8.447  5.2424  11.8045  -0.0025  0.0047  -0.0024
O  5.286  2.517  21.0752  -0.0004  -0.0032  -0.0083
O  6.5583  7.0581  21.5744  0.0025  -0.0005  -0.0087
O  6.7978  -4.0092  13.0181  -0.002  -0.0035  -0.0024
O  1.1798  3.9038  14.484  0.0033  0.0009  -0.0067
O  13.332  5.8922  18.1892  0.0002  -0.0012  -0.0013
O  10.7279  4.8674  22.0981  -0.0009  0.0047  0.0077
O  9.6204  -1.1394  10.1192  0.0008  0.0022  0.0021
O  16.4151  -9.0496  17.7481  0.001  -0.0013  -0.0019
O  5.0793  -0.4696  18.8309  -0.0043  -0.0032  0.0009
O  6.1746  12.9778  12.5888  0.0005  0.0009  -0.0068
O  0.6843  1.6519  15.7398  0.0003  -0.0002  -0.0023
O  18.3199  0.5366  19.15  0.0002  0  -0.0026
O  7.7675  -1.9305  20.3566  -0.0021  -0.0027  -0.0034
O  8.1773  9.1066  15.1282  0.0002  0.0004  -0.0022
O  6.1777  2.8442  14.9469  -0.0006  -0.0001  -0.002
O  10.3601  3.6221  11.4203  0.0108  -0.0028  -0.0045
O  -0.961  4.0046  16.0092  -0.0017  -0.0004  -0.0022
O  11.1155  12.0028  10.797  0.0002  -0.0009  -0.0029
O  9.301  0.3347  16.3637  0.0004  0.0011  -0.002
O  5.4253  0.6476  22.7805  -0.0045  -0.0014  -0.0008
O  8.0955  7.7927  10.9519  0.0004  -0.0004  0.0006
O  9.2506  0.2487  20.9187  0.0003  -0.0001  -0.0025
O  9.3618  1.1914  8.8809  0  0.0021  -0.0072
O  10.7053  8.6023  15.1582  0.002  0.0003  -0.0025
O  9.3227  7.42  13.2629  -0.0019  -0.0021  -0.0044
O  13.1737  5.4582  12.6708  0  -0.0004  -0.0016
O  12.9099  10.2058  15.151  0.001  0.0012  -0.001
N  3.3875  0.2453  21.0764  -0.006  -0.0028  0.0044
O  11.7222  8.0702  18.7666  0.001  0.0011  -0.0022
O  13.2905  7.678  11.0782  -0.0001  0.0002  -0.0017
O  3.3966  3.3033  18.6191  -0.0011  0.0007  -0.0017
O  1.292  -7.2638  17.2411  0.0006  -0.0005  0
O  5.8516  13.9634  10.0217  -0.0032  -0.0001  -0.0032
O  12.2769  4.285  19.9462  0.0005  0.0007  -0.004
O  13.8621  9.2913  19.1732  0.0026  0.0012  -0.0012
O  12.6991  2.8634  12.0028  0.0006  -0.0031  -0.0036
O  10.2945  1.3574  18.7614  0.0011  -0.0002  -0.0024
O  4.0842  9.6019  10.2608  0.0002  -0.0005  -0.0013
O  3.1048  1.2185  16.7714  0.0002  -0.0005  -0.0021
O  14.5351  4.1225  9.9647  -0.001  -0.0051  -0.0017
O  12.7971  7.9612  13.6823  0.001  -0.0014  -0.0049
N  11.8268  10.5385  17.5226  0.0003  -0.0009  -0.0008
O  11.9066  11.1086  22.8409  -0.0034  0.0011  0.0012
O  6.6991  -0.2544  16.6905  -0.0019  0.0007  -0.001
O  8.9259  6.5583  15.6995  -0.0004  -0.0017  -0.0009
O  19.3122  5.116  17.8813  -0.0012  -0.0004  -0.0008
O  12.8481  18.6601  16.349  0.001  -0.0002  -0.0018
O  4.2284  7.1995  12.8211  0.0015  -0.0028  -0.0026
O  8.4664  3.1159  13.452  0.0022  0.0004  -0.0008
O  6.0812  0.4842  10.5854  -0.0007  0.0004  0.0007
O  15.7925  8.9293  20.9975  0  -0.0003  -0.0053
O  5.4859  5.3114  11.3705  -0.0004  -0.0035  -0.0062
O  14.5886  3.2895  13.6579  -0.0027  -0.0001  -0.0032
O  7.0449  4.3218  20.2041  -0.0021  -0.0021  -0.0031

Results
free energy: -131991.592 eV
free energy less fixed offsets of N -385.13, O -568.88, Si -635.61 eV per atom: -1.782 eV

The program warned: the cutoff lies below the one the program advises for these potential files; the forces do not sum to zero within the program's tolerance; the exchange-correlation potential is rough where the density is thin.
